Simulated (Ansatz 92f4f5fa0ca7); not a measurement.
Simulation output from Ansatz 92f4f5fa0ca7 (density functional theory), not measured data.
Periodic cell of 372 atoms, Si256O116, from a study of silicon, its oxide and their interface. The atomic structure is a simulated model.
This geometry differs little from another in the collection (a relaxation step or a small displacement).

Settings: functional r2SCAN; potential files Ansatz PAW; basis plane waves; wave-function cutoff 800 eV; density cutoff ratio 5; exchange-correlation grid ratio 1; k mesh 1 x 1 x 1, Gamma-centred; self-consistency stop 1e-10 eV per atom in the density residual; occupations fixed; spin none; net charge 0.

Cell vectors (angstrom)
a 16.3305 0 0
b 0 16.3305 0
c 0 0 24.3375

Atoms and the computed forces on them: element, x, y, z (angstrom), force x, y, z (eV/angstrom)
Si 0.2019 -0.2564 0.234 -0.003 0.0014 -0.0121
Si 2.8227 2.3769 0.026 -0.002 -0.0002 -0.0108
Si -0.1943 5.423 0.1525 -0.003 -0.0004 -0.0131
Si 2.779 7.8139 0.2765 -0.004 -0.0006 -0.0148
Si -0.2804 11.0443 0.0143 -0.0004 -0.0019 -0.0156
Si 2.4032 13.8722 -0.1702 -0.0035 0.0012 -0.0142
Si 5.1828 0.313 0.0496 0.0005 0.0009 -0.0116
Si 8.4933 2.4908 -0.1957 0.0001 0.0017 -0.0143
Si 5.0741 5.7474 0.1875 -0.0023 -0.0009 -0.0125
Si 7.7801 8.1995 0.0934 -0.0012 -0.002 -0.0101
Si 5.6639 10.5168 -0.1137 -0.0004 0.0004 -0.0134
Si 8.4101 13.4138 -0.1114 0.0005 0.0016 -0.0116
Si 10.7755 0.2428 -0.116 0.0001 0.0001 -0.0118
Si 13.41 2.8521 0.2626 -0.0019 0 -0.0123
Si 11.3368 5.2099 0.1597 0.0008 0.004 -0.0164
Si 14.1765 7.9044 0.4106 0.0023 -0.0005 -0.012
Si 10.6533 11.2046 -0.0025 0 0.0002 -0.0137
Si 13.9131 13.3848 -0.0529 0.0012 0.0015 -0.0143
Si 1.3882 1.2826 1.5032 0.0006 0.0013 0.0005
Si 3.9856 4.0182 1.3205 -0.002 0.0004 0.002
Si 1.3323 6.5917 1.5632 0.0003 0.0006 -0.0013
Si 4.0492 9.5002 1.3185 0.0004 0.0013 -0.0006
Si 1.3606 12.2458 1.2188 0.0012 0.0012 0.0002
Si 4.0521 14.9438 1.2188 0.0004 -0.0009 0.0009
Si 6.8591 1.4405 1.2386 0.0005 0.0009 0.0016
Si 9.5487 4.0942 1.2299 0 0.0002 -0.0008
Si 6.6682 6.7885 1.5397 0.0027 -0.0006 -0.0008
Si 9.4824 9.4873 1.206 -0.0001 0.0008 -0.0017
Si 6.8098 12.1845 1.1616 -0.0005 -0.0006 -0.0002
Si 9.5764 14.984 1.2089 0.0015 0.0014 0.0012
Si 12.1963 1.2951 1.4404 0.0005 -0.0003 0.0001
Si 14.9813 3.9834 1.5476 0.001 0.0018 -0.0001
Si 12.3647 6.8348 1.4555 -0.0007 -0.0002 0.0009
Si 15.1413 9.5696 1.6409 -0.0002 0.0006 0.001
Si 12.2703 12.2952 1.2976 0.0005 0.0028 -0.0009
Si 14.9745 14.8681 1.4388 -0.0004 0.0002 -0.0002
Si 0.0416 2.6522 2.8414 -0.0012 -0.0001 -0.0026
Si 2.7734 -0.1007 2.7681 0.001 0.0003 -0.0006
Si 0.1164 8.1186 2.9032 -0.002 0.0012 -0.0034
Si 2.7296 5.3019 2.8602 0.0008 -0.0002 0.0005
Si 0.0473 13.5349 2.7463 -0.0004 0.001 -0.0002
Si 2.7182 10.9076 2.6369 -0.003 0.0005 -0.0016
Si 5.4816 2.7479 2.6538 0.0014 -0.0002 -0.0012
Si 8.1711 -0.0042 2.592 0.0013 0.001 -0.0025
Si 5.3602 8.208 2.826 0.0012 0.0022 -0.0003
Si 8.175 5.4041 2.6786 -0.0002 0.0007 -0.0012
Si 5.4529 13.5702 2.5449 0.0017 -0.0007 -0.0012
Si 8.1523 10.8583 2.6301 -0.0012 -0.0007 -0.0002
Si 10.8438 2.7425 2.7232 -0.0004 0.0004 -0.0011
Si 13.6056 -0.0585 2.7411 -0.0015 0.0004 -0.0032
Si 10.8723 8.1971 2.6576 -0.0012 0.0003 -0.0011
Si 13.6523 5.4376 2.859 0.0008 0.0004 -0.0002
Si 10.9198 13.6601 2.6599 -0.0001 0.0004 -0.0006
Si 13.5696 10.8981 2.7555 -0.0014 -0.001 -0.0016
Si 1.3606 4.0137 4.2174 0.0003 -0.0001 -0.0009
Si 4.1468 1.3342 4.0436 -0.0012 -0.0005 -0.0016
Si 1.4601 9.5422 4.1344 0.0008 0.0017 -0.0016
Si 4.0581 6.7811 4.1481 -0.001 -0.0003 -0.0027
Si 1.3825 14.9113 4.1251 0.0002 0.0009 -0.0012
Si 4.1029 12.2532 3.9925 0.0001 0.0002 -0.0003
Si 6.8071 4.081 4.0666 -0.0012 -0.0001 -0.0009
Si 9.4892 1.3542 4.0355 -0.0017 0.0013 -0.0002
Si 6.8063 9.5543 4.0902 -0.0008 0.0015 -0.0011
Si 9.5277 6.8047 4.0316 -0.0008 0 -0.0001
Si 6.8114 14.9417 3.9495 0.0002 0.0006 -0.001
Si 9.5299 12.2448 3.982 0.0013 -0.0008 -0.0009
Si 12.2202 4.0785 4.1226 -0.0005 0.0007 -0.0022
Si 14.9624 1.3008 4.1235 -0.0006 0 -0.0001
Si 12.209 9.5219 4.0857 -0.0013 -0.0009 -0.0006
Si 14.9907 6.8093 4.2055 0.001 -0.0002 -0.0012
Si 12.2403 14.9565 4.0998 0.0002 0.0003 -0.0004
Si 14.9735 12.2264 4.101 0.0013 0.0003 -0.0011
Si 0.0117 -0.0456 5.475 -0.0001 0.0007 -0.0015
Si 2.7766 2.6613 5.4713 0.0005 -0.0009 -0.0017
Si 0.0116 5.4323 5.535 -0.0014 0.0011 0
Si 2.7489 8.166 5.5133 -0.0009 0.0001 -0.0005
Si 0.0039 10.8582 5.449 -0.0011 0.0004 -0.0001
Si 2.7635 13.5584 5.4447 -0.0018 0.002 -0.0006
Si 5.4934 -0.0363 5.3912 0.0008 0.0007 0
Si 8.1491 2.7081 5.4244 0.0002 0.0004 -0.0013
Si 5.4728 5.4479 5.4531 -0.0001 0.0005 -0.0023
Si 8.1655 8.1569 5.4297 -0.0008 -0.001 0.0004
Si 5.4397 10.9142 5.422 0.0002 -0.0006 -0.0006
Si 8.1745 13.6073 5.3544 0.0007 0.0003 -0.0013
Si 10.8773 0.0234 5.4053 0.0013 0.0011 -0.0013
Si 13.6024 2.7104 5.4491 0.0012 0.0014 -0.0006
Si 10.8652 5.4654 5.4573 -0.0004 -0.0004 -0.0031
Si 13.572 8.1751 5.4889 0.0005 0.0008 -0.0023
Si 10.8517 10.8922 5.4184 -0.0014 -0.0006 0.0004
Si 13.6096 13.5953 5.4452 -0.0013 -0.0004 0.0003
Si 1.3812 1.3416 6.819 -0.0005 0.0013 -0.0002
Si 4.0967 4.0953 6.7993 -0.0006 -0.0005 -0.0016
Si 1.3584 6.8278 6.8601 0.0006 0.0004 0.0008
Si 4.1157 9.5347 6.8245 -0.0012 0.0013 -0.0009
Si 1.3781 12.2052 6.8026 0.0011 0.0018 -0.0002
Si 4.1267 14.9471 6.7779 -0.0004 0.0001 -0.0003
Si 6.8165 1.3418 6.7854 -0.0011 0.0001 -0.0007
Si 9.4949 4.093 6.7961 -0.0002 0.0003 -0.0008
Si 6.8167 6.8017 6.8271 -0.0003 -0.0011 -0.0008
Si 9.5207 9.517 6.8097 0.0004 0.0004 -0.0014
Si 6.8245 12.2625 6.7606 -0.0001 0.0004 0
Si 9.5278 14.9788 6.7387 0.0003 0.002 -0.001
Si 12.2313 1.3701 6.7898 -0.0004 0.0015 -0.0002
Si 14.9379 4.0789 6.839 -0.0006 0.0001 -0.001
Si 12.2143 6.8133 6.8582 -0.0002 0.0003 -0.0002
Si 14.9536 9.5364 6.8268 -0.0002 -0.0004 0.0004
Si 12.2353 12.2302 6.7797 0.0006 0.0007 -0.0006
Si 14.9534 14.944 6.8182 -0.0001 0.0004 -0.001
Si 0.001 2.7344 8.1627 0.0002 -0.0007 -0.0012
Si 2.7627 -0.0158 8.1365 -0.001 -0.0009 0.0002
Si -0.0214 8.1865 8.1933 -0.0005 0.0003 -0.001
Si 2.7284 5.4547 8.1828 0.0007 0.0012 0.0002
Si -0.011 13.5582 8.1396 -0.0015 0.0007 0.0011
Si 2.7241 10.8544 8.1923 -0.0003 0.0005 0.0005
Si 5.4709 2.7493 8.1255 0.0004 0.0009 0.0003
Si 8.2055 0.0057 8.1368 -0.0003 0.002 0.0005
Si 5.4369 8.1545 8.1816 0.0004 0.0004 0.0011
Si 8.1753 5.4538 8.2084 -0.0005 -0.0007 -0.0019
Si 5.4967 13.6048 8.1561 -0.0011 0.0011 -0.0007
Si 8.1477 10.8817 8.1503 -0.0012 0.0002 -0.0001
Si 10.876 2.7422 8.1403 0.0004 -0.0005 -0.0006
Si 13.5949 0.0151 8.1432 0.0008 0 0.0001
Si 10.8636 8.1771 8.2384 -0.0003 -0.0004 -0.0009
Si 13.5851 5.448 8.2151 -0.0004 -0.0002 -0.0001
Si 10.891 13.6235 8.1034 0.0003 0.0005 -0.0004
Si 13.5724 10.8854 8.1807 -0.0026 0.0003 -0.001
Si 1.3204 4.136 9.5315 -0.0011 0.0023 0.0003
Si 4.1194 1.4019 9.4618 0.0002 0.0019 -0.0001
Si 1.3563 9.4994 9.5805 0.0003 0.0006 -0.0003
Si 4.0637 6.8091 9.5701 -0.0019 -0.0008 -0.0011
Si 1.3451 14.9603 9.4308 0.0011 -0.0003 0.0011
Si 4.1154 12.2325 9.4996 -0.0001 -0.0005 0.0005
Si 6.8083 4.0808 9.5456 -0.001 0.0003 0.0003
Si 9.5575 1.3739 9.5152 -0.0011 0.001 -0.0013
Si 6.7889 9.5033 9.5249 0.0005 -0.0003 -0.0014
Si 9.4997 6.8187 9.6267 0.0001 -0.0011 0.0006
Si 6.8758 14.9748 9.5039 0.001 0.0018 -0.0018
Si 9.5341 12.2744 9.4603 -0.0003 -0.0012 0.0003
Si 12.1851 4.0926 9.5509 -0.0016 0.0006 -0.0011
Si 14.9524 1.3837 9.4998 -0.0003 0.0012 -0.0011
Si 12.2353 9.5471 9.6001 0.0003 0.0003 0.0004
Si 14.9483 6.8482 9.5513 -0.0004 0.0003 -0.0015
Si 12.2432 14.9766 9.4858 -0.0005 -0.0004 -0.0005
Si 14.9541 12.217 9.5344 0.0015 0.0009 0.0005
Si 0.0022 -0.0029 10.7977 0.0008 -0.0003 -0.0002
Si 2.7065 2.7393 10.7976 0.0009 -0.0015 -0.0011
Si -0.0241 5.5315 10.9305 0.0001 -0.0019 -0.0015
Si 2.6696 8.1134 10.9885 0.0001 0.0005 -0.0011
Si -0.0415 10.8373 10.9194 -0.0041 -0.0039 0.0022
Si 2.7342 13.6519 10.7571 0.0005 0.0001 0.001
Si 5.5672 0.1048 10.7833 0 0.0008 0.0007
Si 8.215 2.742 10.889 0.0013 0.0011 0.0002
Si 5.4478 5.4554 10.9057 0.0027 0.0003 -0.0003
Si 8.096 8.19 10.9719 -0.0007 0.0001 -0.0001
Si 5.4212 10.8255 10.8885 0 -0.0003 0.0004
Si 8.2298 13.6016 10.8832 -0.0018 0.0003 0.0013
Si 10.884 -0.0294 10.8731 -0.0009 0.002 -0.0009
Si 13.5582 2.7189 10.8636 -0.0009 -0.0005 0.0011
Si 10.8722 5.4467 10.9944 -0.0008 0.0012 -0.0008
Si 13.6112 8.1742 10.9665 0.0002 0.0005 -0.0015
Si 10.8512 10.9719 10.8874 0.0007 0.0006 0.0011
Si 13.6397 13.6636 10.8483 0.0013 0.0008 0.0009
Si 1.3288 1.3878 12.1187 -0.0012 0.0006 0.0026
Si 4.0688 4.0459 12.1737 -0.001 0.0008 0.001
Si 1.3246 6.7773 12.4653 0.0017 0.0004 0.0019
Si 4.0499 9.4805 12.3079 0.0015 -0.0021 0.0016
Si 1.3574 12.2993 12.0947 -0.0001 -0.0015 0.0019
Si 4.0896 15.1389 11.9781 -0.0018 -0.0006 -0.0002
Si 6.9782 1.3251 12.2697 0.0005 0.0025 -0.0012
Si 9.4742 4.0953 12.3552 0.0006 0.0005 0.0001
Si 6.7302 6.8011 12.3744 -0.0011 -0.0001 0.0001
Si 9.4177 9.6778 12.248 -0.0012 0.0003 -0.0014
Si 6.8084 12.2245 12.1531 0.0008 -0.0008 -0.0015
Si 9.5916 14.9383 12.3107 0.0008 -0.0007 0.0014
Si 12.2607 1.2861 12.2322 -0.0016 -0.0026 0.0007
Si 14.8257 4.2093 12.161 -0.0011 0.0005 -0.0015
Si 12.2213 6.8535 12.3443 0.001 -0.0036 0.0016
Si 15.003 9.4353 12.4034 -0.0009 0.003 0.0026
Si 12.27 12.3499 12.1987 0 -0.0018 0.0009
Si 15.0175 15.0165 12.2238 -0.0032 0 0.0003
Si -0.1121 2.7804 13.3137 -0.0014 0.0005 -0.002
Si 2.8101 0.1508 13.4367 0.0009 0.0027 -0.0015
Si -0.0397 8.0761 14.0179 -0.0023 -0.0011 -0.0016
Si 2.7518 5.2807 13.6836 0.0003 0.0012 -0.0021
Si 0.1218 13.7011 13.5161 0.0012 0.0033 0.0053
Si 2.6167 10.9112 13.4763 0.0008 -0.0002 -0.0014
Si 5.5383 2.7545 13.4371 0.0002 -0.0009 -0.0022
Si 8.2563 -0.1089 13.767 0.0016 -0.001 0.0021
Si 5.2874 8.1045 13.8014 -0.0017 -0.0016 -0.001
Si 8.1474 5.4835 13.7949 -0.0005 0.0004 -0.0008
Si 5.388 13.6916 13.2099 -0.0005 0.003 -0.002
Si 8.0525 11.01 13.7295 -0.001 -0.0011 0.0006
Si 10.8286 2.5905 13.5631 -0.0017 0.0018 -0.001
Si 13.6785 -0.0212 13.6617 -0.0003 0.0002 0.0002
Si 10.8037 8.3068 13.5354 -0.0001 -0.002 -0.0016
Si 13.5026 5.4457 13.7581 -0.0025 0.0025 -0.0017
Si 11.0636 13.6998 13.7181 0.0013 0.0028 -0.0001
Si 13.6096 10.9765 13.5117 0.0007 -0.0002 -0.0028
Si 1.1333 4.0201 14.8127 0.0002 0.0007 0.013
Si 4.4868 1.172 14.7775 0.0022 0.0014 0.0085
Si 1.1204 9.9275 15.0092 -0.0007 0.003 0.0155
Si 4.1582 6.4139 15.1851 -0.0031 0.0005 0.0141
Si 1.8149 14.8607 14.7218 -0.0004 0.0024 0.0146
Si 3.8492 12.5815 14.4971 0.0032 -0.0023 0.0099
Si 6.4779 4.2797 14.9572 0.0007 -0.0005 0.0122
Si 9.9839 0.9782 15.0561 0.0017 -0.0018 0.0158
Si 6.8584 9.3661 15.0154 0.0007 -0.0012 0.0115
Si 9.2244 7.2786 14.9223 0.0031 0.0018 0.0126
Si 6.4577 14.9951 14.7897 0.0006 -0.0009 0.0135
Si 9.7583 12.1996 14.9236 0.0037 0.0006 0.015
Si 12.2507 3.7905 14.9011 -0.0044 0.0005 0.0139
Si 14.6672 1.795 14.7196 0.0007 0.0009 0.0124
Si 11.9432 9.9355 14.7634 0.0004 -0.0019 0.0133
Si 15.1832 6.1979 15.2934 -0.0004 -0.0046 0.0188
Si 12.3541 15.1565 15.2376 0.0004 -0.0018 0.0134
Si 15.2313 12.1384 14.7288 -0.002 0.0046 0.0212
Si -1.7201 37.3869 18.0083 -0.004 -0.0043 0.0175
Si 10.809 -18.582 19.9438 -0.0027 -0.0029 -0.0022
Si -8.1889 8.8799 19.3272 -0.0002 0.0016 -0.0003
Si -5.301 38.1482 21.4679 0.0028 -0.0006 -0.0142
Si 21.5822 11.1328 16.9172 -0.001 0.0025 0.0159
Si 17.4018 -7.6499 19.364 -0.0032 -0.0013 -0.0019
Si -10.8016 5.6347 21.5588 -0.0026 0.0019 -0.0163
Si 25.6323 14.0792 17.4554 0.0028 0.0026 0.0169
Si -7.2732 -8.7113 21.913 0.003 -0.001 -0.0176
Si -6.2778 2.9019 20.1765 0.0072 0.0022 -0.0032
Si 5.3066 8.2439 19.9408 0 -0.0016 -0.0033
Si 11.2326 9.5061 21.9818 0.0019 -0.0042 -0.0181
Si 11.4895 4.3214 17.8472 -0.0038 0.001 0.0136
Si -15.539 3.4761 22.1406 -0.0011 -0.0007 -0.0175
Si 10.2283 27.3625 19.4369 -0.0004 0.0007 -0.0005
Si 19.4467 22.9883 18.2323 -0.0013 0.001 0.0125
Si 10.2786 7.1638 17.8322 0.0033 0.0042 0.0165
Si -18.7077 24.7648 21.9074 -0.0015 -0.002 -0.0204
Si -4.2129 9.6695 17.7214 0.0001 -0.0002 0.0179
Si 1.3824 9.3447 22.3479 0.0024 0.0019 -0.0143
Si 6.5191 13.6648 17.7197 0.001 -0.0002 0.0149
Si -10.3606 2.1951 17.0251 0.0008 0.0008 0.0179
Si 13.8603 22.6144 20.2722 -0.0021 0.0026 -0.0058
Si 0.7346 -19.2928 18.7773 -0.0028 0.0017 0.0004
Si 3.0228 4.2988 20.2087 0.0025 0.0013 -0.0032
Si -1.6972 -2.2455 17.1071 0.0088 -0.0039 0.0076
Si 19.1216 -3.0331 21.0096 -0.0023 0.0007 -0.0059
Si 16.9845 -0.3944 17.3655 0.0038 -0.0008 0.0128
Si 8.4814 0.5737 17.3486 0.0006 -0.0013 0.0116
Si -25.3725 19.6493 21.2535 -0.0009 0.004 -0.0122
Si -11.3337 -14.3097 19.8705 -0.0026 0.002 -0.001
Si -19.855 15.3668 22.0011 0.0008 0.0014 -0.0174
Si 0.1912 18.7081 17.0286 -0.0047 -0.0012 0.0143
Si 25.4859 16.5363 20.4544 0.0042 0.0007 -0.0027
Si 18.6092 -5.5214 17.7558 -0.0014 0.0058 0.0146
Si 14.4599 8.9783 19.2902 -0.0018 -0.0018 -0.0035
Si 4.0724 -5.6138 21.5547 -0.0008 -0.0038 -0.0141
Si -1.4177 1.3074 22.3467 -0.001 -0.0009 -0.017
Si 21.2876 -1.1693 19.8856 -0.002 0.0001 -0.0026
Si 6.9863 31.6746 22.1146 0.0009 0.0009 -0.0195
O -8.1 -24.1314 -3.4431 0.0014 -0.0021 0.0059
O -4.1283 14.5818 -3.6735 0.0015 0.0026 0.0045
O -5.2289 5.8637 -1.3062 0.0017 -0.0001 0.0186
O -7.8921 3.0673 -4.1982 0.0039 -0.0009 0.0035
O -18.0746 -6.862 -3.4966 0.0009 0.0007 0.0064
O -5.4725 -6.2636 -3.7937 0.0001 -0.0018 0.0052
O 10.8284 5.7254 -5.9871 -0.001 -0.0004 -0.005
O -11.5398 0.4312 -4.5716 0.002 -0.0004 0.0062
O 4.0231 17.6954 -0.4659 0.0028 -0.0015 0.0044
O -6.6158 15.0407 -3.7144 -0.0005 0.001 -0.0005
O 5.6861 23.5081 -3.2307 -0.0008 -0.0015 0.004
O 4.8254 11.9299 -8.7367 -0.0087 0.005 -0.015
O 8.7605 -5.9457 -5.2417 -0.0012 -0.0001 -0.0013
O -8.1782 -9.1554 -1.1602 -0.0047 0.0034 0.013
O 5.7638 5.3242 -1.2141 -0.0016 0.0012 0.0162
O 3.8953 10.8257 -6.6093 0.0047 0.0029 -0.011
O 4.0448 5.1062 -3.1616 0.0009 0.0009 0.004
O 6.7457 4.8042 -3.4464 -0.0014 0.0007 0.0064
O -2.4193 0.209 -2.7522 -0.0007 0.0005 0.0068
O 11.1384 10.9168 -6.2448 0.0011 -0.0005 -0.0036
O 10.6651 -2.0396 -6.0104 -0.0018 0.0034 -0.0055
O -6.9055 12.8976 -7.9673 0.0043 -0.0056 -0.0178
O 14.0928 25.2028 -0.913 0.0016 -0.001 0.0189
O 18.2953 19.1048 -1.3077 0.0063 -0.0043 0.0114
O 6.808 3.3762 -8.0526 -0.0008 0.0058 -0.0147
O 5.8888 -0.312 -1.2681 -0.0059 0.0024 0.0125
O 1.2364 14.8765 -5.9042 -0.0003 0.0058 -0.0035
O -5.6938 3.9337 -3.0671 0.0002 0.0013 0.0028
O 13.5049 -6.3545 -5.8458 -0.001 -0.0004 -0.0034
O 5.3971 -10.9387 -8.8359 -0.0002 0.0002 -0.0057
O 15.4897 31.7693 -7.3899 0.0051 -0.0053 -0.0101
O 37.7352 11.0521 -1.5456 0.0046 -0.0009 0.0142
O 15.9725 2.3839 -2.6836 0 -0.0001 0.0081
O 13.4906 19.1195 -9.0366 -0.0013 0.0014 -0.0059
O -9.695 -2.183 16.1744 -0.0025 0.0091 -0.0177
O 2.71 13.385 22.6322 -0.0012 0.0058 0.0217
O -6.526 6.4749 21.0283 -0.0006 0.0028 0.0041
O -3.2234 14.6462 16.6574 -0.0028 0.0035 -0.0107
O 11.595 16.0237 22.8946 -0.0057 0.0059 0.0108
O -5.5959 3.176 18.7286 -0.0014 0.0001 -0.0024
O 8.9028 -8.6051 18.477 0.0007 -0.0009 -0.0036
O -10.9451 -1.7793 18.4494 0.0019 -0.0027 -0.0037
O -11.6866 25.8628 20.6384 -0.002 0.004 0.0049
O 1.3803 19.4319 16.1705 0.0038 0.0066 -0.013
O 18.2582 10.0161 19.1109 0.0006 0.0027 -0.0049
O 16.219 -5.3715 15.2406 -0.0016 -0.001 -0.009
O 11.3789 8.2983 18.1401 -0.0017 -0.0001 -0.0047
O 22.469 9.8729 16.4081 0.0032 -0.0008 -0.0105
O -6.9338 -14.7308 16.4781 0.0052 -0.0038 -0.0144
O -4.9713 4.1603 16.2366 0.0009 -0.0012 -0.0173
O -10.3191 18.6607 21.0959 0.0008 0.0011 0.0005
O 1.728 -8.9332 18.6371 0.0005 0 -0.0017
O 3.5835 2.7876 20.0309 0.0003 -0.0006 -0.0008
O -3.954 20.3444 24.1411 -0.0015 -0.0032 0.0089
O -1.8223 6.9338 21.6092 0.0019 0.0019 0.0076
O 0.1703 4.6724 23.0703 -0.0034 0.0054 0.0132
O 14.7267 -3.473 16.0835 0.0016 0.0042 -0.0134
O 8.9497 -0.8528 16.7286 -0.0021 0.0042 -0.01
O 1.2886 -1.2936 23.9446 0.0008 0.0005 0.0059
O 4.3052 7.4894 18.9317 -0.0007 0.0005 -0.0024
O 12.3642 24.7489 21.6688 -0.0007 0.0028 0.0072
O 15.5438 34.2057 16.0552 -0.0094 -0.0009 -0.0169
O 10.355 12.5186 20.0927 0.0004 0.0005 -0.0009
O 16.5479 26.5929 22.9966 -0.0017 0.0029 0.0139
O -5.0869 16.3393 15.5313 -0.0007 0.004 -0.0083
O -8.3281 13.7891 18.3924 -0.0023 0.0002 -0.0071
O 13.0819 4.2004 18.0958 -0.0035 0.0006 -0.0065
O 14.6857 5.907 16.8593 0.0035 0.0064 -0.02
O 1.5369 4.1505 20.8571 -0.0021 -0.0011 0.0038
O 2.9924 5.1336 18.8028 0.0003 0.0001 -0.0023
O 18.1555 9.8913 16.4885 -0.0028 -0.0044 -0.0163
O 3.3905 6.6881 16.6221 0.0022 -0.0019 -0.0187
O 10.0501 -9.4351 16.2619 -0.0048 0.0007 -0.0188
O 20.1081 12.0433 20.6774 -0.0009 -0.0001 0.0039
O 0.7453 1.1354 17.936 -0.0014 -0.0033 -0.0076
O 8.0538 8.3178 15.4276 -0.0025 0.0015 -0.0079
O -4.7961 -5.646 23.0377 -0.0033 0.007 0.0163
O 22.0087 35.2902 18.5366 0.0004 0.0013 -0.0062
O 15.4183 29.7406 18.462 -0.0042 0.0005 -0.0069
O 10.2799 1.3634 20.6796 -0.0001 -0.0019 0.0022
O 1.3124 -3.2079 20.2998 0.0009 0.0001 0.0018
O 6.7588 9.3514 23.8456 0.0025 0.0004 0.0064
O -2.4066 2.2449 23.1883 -0.0052 0.0057 0.0128
O -14.5359 8.1796 23.3714 0.0081 -0.0025 0.0138
O -3.7608 9.4694 16.1884 -0.0011 0.0013 -0.0202
O -8.5328 14.178 22.9022 0.0042 -0.0068 0.0122
O 17.8446 -0.5285 16.0153 0.0106 -0.0065 -0.014
O -10.1681 -20.5633 17.8219 -0.0039 -0.0015 -0.0125
O -9.4014 0.8804 17.0419 -0.0003 0.0004 -0.0077
O 2.655 26.629 22.1813 -0.004 -0.0022 0.0066
O 4.5509 18.1985 16.2832 -0.0024 -0.002 -0.0147
O 0.9686 8.5802 20.9786 0.003 0.0022 0.0082
O 15.8485 0.4025 23.2678 0.0069 -0.0052 0.0137
O 8.6371 0.4858 18.9435 -0.0026 0.0003 -0.0097
O 15.1176 23.0016 24.2298 0.0009 -0.0006 0.0084
O 15.6741 19.8549 17.7937 0.0029 -0.002 -0.0048
O 14.8674 5.2668 19.5265 0.0006 -0.0006 -0.0049
O 6.1575 14.7152 20.8829 0.0024 0.0026 0.0074
O -3.9069 21.9981 20.6711 -0.0037 -0.003 -0.0011
O 13.7256 23.8629 19.2438 0.0014 -0.0014 -0.0012
O 7.9547 0.2028 21.545 -0.0043 -0.0026 0.0073
O -5.5631 10.962 15.2412 -0.0025 0.0014 -0.0082
O 3.5335 14.597 20.3983 -0.0008 -0.0006 0.0009
O 6.553 -7.5507 19.0477 -0.0019 0.0003 -0.0003
O -16.7172 8.8762 18.6876 0.0025 0.0013 0.0003
O -8.4248 19.4544 22.7476 0.0041 -0.0034 0.0142
O 5.333 -0.1916 15.0419 -0.0013 0.0005 -0.0099
O 3.9475 6.8314 24.0295 -0.003 0.0005 0.0118
O 9.6474 1.3636 23.7625 -0.0024 0 0.0079
O 14.9403 -4.1649 23.865 0.0001 -0.0003 0.0053
O 13.4873 -2.1261 22.9232 0.0037 -0.0053 0.0115
O 16.5019 5.2527 15.2758 0.0049 -0.003 -0.009
O 10.0659 8.6426 22.6483 -0.0022 0.0015 0.0071
O 1.4951 12.2463 17.8343 0.0011 -0.0021 -0.0027
O 2.8397 13.6706 15.2086 0.0017 -0.0033 -0.0056
O 25.8737 12.2976 23.7617 -0.0017 0.0004 0.0061

Results
free energy: -229901.167 eV
free energy less fixed offsets of O -570.45, Si -639.56 eV per atom: -1.607 eV

The program warned: the cutoff lies below the one the program advises for these potential files; the forces do not sum to zero within the program's tolerance; empty levels may hold ghost states of the PAW files; the exchange-correlation potential is rough where the density is thin.
